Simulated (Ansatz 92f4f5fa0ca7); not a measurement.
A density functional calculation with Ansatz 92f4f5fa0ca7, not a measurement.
Periodic cell of 252 atoms, Si144O100N8, from a study of silicon, its oxide and their interface. The atomic structure is a simulated model.
This geometry differs little from another in the collection (a relaxation step or a small displacement).

Settings
functional: r2SCAN
potential files: Ansatz PAW
basis: plane waves
wave-function cutoff: 800 eV
density cutoff ratio: 5
exchange-correlation grid ratio: 1
k mesh: 1 x 1 x 1, shifted by 0.5 0.5 0 of a step
self-consistency stop: 1e-10 eV per atom in the density residual
occupations: fixed
spin: none
net charge: 0

Cell vectors (angstrom)
a  10.887  0  0
b  0  10.887  0
c  0  0  35.4332

Atoms and the computed forces on them: element, x, y, z (angstrom), force x, y, z (eV/angstrom)
Si  -0.3857  0.3039  -0.1107  -0.0087  0.0133  0.1322
Si  2.4147  3.0408  0.0299  -0.0181  0.0172  0.1002
Si  0.2219  5.2833  0.0301  0.0137  -0.0203  0.0954
Si  2.9577  7.9247  0.1644  0.0174  -0.0252  0.1044
Si  5.7016  -0.1865  0.1653  0.0133  -0.0172  0.0929
Si  8.2826  2.5204  0.2059  0.0136  -0.0046  0.0808
Si  5.1341  5.6945  0.1168  -0.0105  0.0115  0.0912
Si  7.856  8.4612  0.0904  -0.0127  0.0116  0.0929
Si  1.2754  1.3789  1.2388  0.0019  -0.0003  -0.0061
Si  4.0066  4.1065  1.4118  0.0003  -0.002  -0.0034
Si  1.3524  6.7981  1.4231  -0.0028  0.0019  -0.004
Si  4.1055  9.5253  1.4164  -0.0031  0.0026  -0.0073
Si  6.8063  1.3348  1.5463  -0.0014  0.001  -0.0016
Si  9.5212  4.1313  1.3567  -0.0026  0.0017  -0.0059
Si  6.7375  6.8535  1.3908  0.001  -0.0019  -0.0078
Si  9.4911  9.5849  1.3314  0.0005  -0.0024  -0.0053
Si  -0.0251  2.7283  2.7135  -0.0007  -0.0003  -0.0008
Si  2.6763  0.0405  2.6363  -0.0016  -0.0003  0.0022
Si  -0.0299  8.2083  2.6882  0.0011  -0.0004  0.0021
Si  2.6952  5.46  2.819  -0.0006  -0.0006  -0.0006
Si  5.3924  2.7459  2.7582  -0.0003  -0.0003  0.0034
Si  8.1927  -0.0119  2.8437  -0.0003  0.0019  0.0016
Si  5.4259  8.1863  2.8201  0.0002  -0.0014  0
Si  8.1439  5.4846  2.6963  0  -0.0004  0.0012
Si  1.3277  4.0686  4.1061  0.0007  0.0013  -0.0004
Si  4.0268  1.3565  4.0707  0.0004  0.0015  0.0002
Si  1.3534  9.5663  4.0396  -0.0011  -0.0012  -0.0005
Si  4.0626  6.8265  4.1495  -0.0011  0.0003  -0.0004
Si  6.795  4.1155  4.0768  -0.0012  -0.0003  0.0003
Si  9.5376  1.3971  4.1297  -0.0012  -0.0011  -0.0009
Si  6.8021  9.5204  4.159  -0.0002  0.0004  0.0008
Si  9.5063  6.834  4.063  -0.0011  0.0003  -0.0004
Si  0.027  0.03  5.441  -0.0009  0.0006  -0.0008
Si  2.6938  2.7125  5.4472  0  0.002  -0.0006
Si  -0.0298  5.453  5.4365  0.0007  0.0008  -0.0013
Si  2.6898  8.2072  5.4533  0.0005  -0.0008  -0.001
Si  5.4106  0.0123  5.4575  0.0008  0.0009  -0.0013
Si  8.153  2.7535  5.462  0.0003  -0.0003  -0.0013
Si  5.4494  5.4654  5.4593  -0.0005  0.0006  -0.0009
Si  8.1626  8.153  5.4727  -0.0001  0.0012  -0.0002
Si  1.3466  1.3858  6.8398  -0.0005  0.0012  -0.0007
Si  4.0885  4.0662  6.7591  -0.0003  0.0003  -0.0007
Si  1.3426  6.8106  6.7901  -0.0003  0.0011  -0.0013
Si  4.0659  9.5339  6.8363  -0.0007  0.0011  -0.0013
Si  6.793  1.3705  6.8047  -0.0007  0.0009  -0.0005
Si  9.5178  4.107  6.837  -0.0004  0.0001  -0.0008
Si  6.8098  6.8005  6.8419  -0.0003  0.0018  -0.0013
Si  9.5468  9.5403  6.7571  -0.0008  0.0006  -0.001
Si  -0.009  2.7491  8.2217  -0.0003  -0.0005  -0.0012
Si  2.7085  0.0283  8.1749  -0.0002  -0.0001  -0.0003
Si  -0.0412  8.166  8.1272  -0.0006  0.001  -0.0015
Si  2.7375  5.4185  8.1005  -0.0002  -0.0008  -0.0004
Si  5.4389  2.7466  8.147  0.0002  0.0003  -0.0007
Si  8.208  0.0009  8.1198  0.0006  0.0016  -0.0006
Si  5.453  8.1671  8.1932  0.0007  0.0009  -0.0002
Si  8.156  5.4406  8.2093  -0.0001  0.001  -0.0002
Si  1.3992  4.1342  9.5405  0.0005  -0.0013  -0.0016
Si  4.082  1.4079  9.5021  0.0007  0.0011  0.0003
Si  1.3119  9.5253  9.455  -0.0007  0.0015  -0.002
Si  4.1223  6.6954  9.4879  0.0007  -0.0006  0.0002
Si  6.81  4.0485  9.5511  -0.0004  -0.0016  -0.0003
Si  9.4979  1.356  9.5556  -0.0007  0.0019  -0.0003
Si  6.8819  9.5419  9.5006  -0.0003  0.001  0.0002
Si  9.4896  6.8492  9.5375  0.0007  -0.0005  -0.0007
Si  -0.0358  -0.0458  10.8806  -0.0027  0.0007  0.0008
Si  2.7742  2.7731  10.9163  0.0028  0.0011  0.0009
Si  0.0141  5.5318  10.8507  0.0023  0.0038  -0.0005
Si  2.6905  8.0921  10.6649  -0.0018  0.0002  -0.002
Si  5.5641  0.1092  10.7634  0.0033  0.0045  -0.0012
Si  8.1063  2.6747  10.9592  -0.0032  -0.0041  -0.0001
Si  5.4957  5.3792  10.9564  -0.0014  0.0008  -0.0014
Si  8.1336  8.1569  10.9738  -0.0013  0.0008  -0.001
Si  1.4005  1.3175  12.1402  0.0002  -0.0006  0.0005
Si  4.2115  4.0094  12.3889  0.0009  -0.0038  0.0014
Si  1.3591  6.9429  12.2041  -0.001  0.0015  -0.0008
Si  4.2333  9.4105  11.7317  0.0004  -0.0047  0.0015
Si  6.6959  1.3695  12.453  0.0017  0.003  -0.0018
Si  9.5477  4.1067  12.1259  -0.0026  0.0005  0.0025
Si  6.7895  6.7553  12.3845  0.001  -0.0007  0.0012
Si  9.4556  9.5589  12.3277  -0.0004  0.0001  0.0008
Si  -0.0345  2.6737  13.4256  -0.0027  -0.0035  0.0015
Si  3.0398  -0.1179  13.0484  -0.0039  0.0087  0.0017
Si  0.0728  8.3935  13.6887  0.0107  -0.0067  0.0031
Si  2.7635  5.4937  13.4259  -0.0017  0.0055  -0.0039
Si  5.3772  2.654  14.1076  0.0009  -0.0001  -0.0029
Si  8.016  -0.0851  13.7659  0.0009  0.0014  -0.0012
Si  5.2249  8.2354  13.4551  0.0069  0.0017  -0.0013
Si  8.2977  5.3726  13.6723  -0.0022  0.002  -0.0019
Si  1.3154  4.1611  14.5858  0.0082  -0.0059  0.0886
Si  4.1107  0.5578  15.0221  0.006  -0.0297  0.0597
Si  1.9335  9.6625  14.6983  0.0064  -0.0007  0.06
Si  3.5922  7.1711  14.8251  0.0114  -0.0035  0.073
Si  7.2339  3.9264  15.2952  0.0196  0.0128  0.0797
Si  9.3392  1.5616  14.8427  0.0139  0.0004  0.0656
Si  6.4535  9.4343  15.0605  0.0009  -0.018  0.0675
Si  10.0512  6.5043  14.8532  0.0015  0.004  0.0887
Si  15.405  -13.4371  18.5431  -0.0049  -0.0155  0.1296
Si  -13.0451  2.6756  21.7197  0.0128  -0.0177  0.3065
Si  -0.4723  -10.6198  32.2767  0.0221  -0.0256  0.2361
Si  -19.5235  4.2761  24.051  -0.0052  0.0332  0.3337
Si  -3.7076  -14.5382  19.2813  0.0261  0.0029  0.228
Si  9.73  30.308  24.0565  0.0498  -0.0259  0.2916
Si  13.4288  6.1452  19.0441  0.0148  -0.0562  0.1957
Si  19.7652  4.9218  28.2695  0.0064  -0.0091  0.2578
Si  21.0819  35.801  24.4336  0.0107  0.0386  0.2913
Si  5.7526  8.8437  26.5112  -0.0161  -0.0208  0.2156
Si  5.6066  11.0936  17.6693  -0.0114  0.0408  0.212
Si  12.6854  -2.5  17.2071  -0.0081  -0.0206  0.1821
Si  -4.4997  0.8904  22.006  -0.0102  -0.0185  0.3011
Si  16.6701  4.0954  28.6355  -0.0041  -0.0153  0.2262
Si  33.7062  -1.7704  30.4615  -0.0089  0.0121  0.1984
Si  23.5776  -7.1058  17.446  0.0076  -0.0197  0.1974
Si  10.2898  32.3726  16.9248  -0.0251  0.0299  0.1638
Si  2.6032  3.891  21.0005  0.0164  -0.0121  0.2974
Si  29.4168  -11.3093  28.0407  -0.0082  -0.0045  0.2767
Si  8.5991  -2.8231  16.8373  0.0088  0.0014  0.1434
Si  19.2077  1.9568  17.6018  0.016  -0.0027  0.2031
Si  -0.1714  6.0292  17.7868  0.0083  -0.0405  0.1598
Si  6.0903  6.6667  16.6023  -0.0038  0.0228  0.1496
Si  -10.0867  -7.2567  28.3137  -0.0041  -0.0091  0.2425
Si  13.7764  -1.5865  32.9345  -0.0271  0.0085  0.2294
Si  19.4665  -6.258  19.4792  -0.0069  -0.0227  0.225
Si  -6.5759  1.7062  19.7953  0.0206  0.0268  0.2407
Si  3.3869  3.9528  26.688  0.0143  -0.0051  0.2686
Si  30.7451  0.4606  25.5039  -0.0271  -0.0076  0.2438
Si  12.1641  7.049  25.0572  0.0376  0.0097  0.2228
Si  13.9799  10.9227  29.6241  -0.0349  -0.0297  0.2194
Si  19.1109  -1.6424  21.3274  0.0339  0.0324  0.3094
Si  20.6876  0.426  19.733  -0.0279  -0.0084  0.2454
Si  15.1817  6.6405  29.6951  0.0158  0.0101  0.2234
Si  10.3152  -4.2791  30.6159  -0.0079  0.0554  0.2326
Si  7.6586  10.8384  31.0253  -0.002  0.0312  0.2307
Si  12.1793  -8.6953  30.8355  -0.0128  -0.0306  0.21
Si  -6.02  0.414  27.4028  -0.0457  0.0091  0.2512
Si  3.5409  -3.7974  26.9351  0.0321  -0.0079  0.244
Si  26.9445  -1.7686  31.2506  -0.013  0.0123  0.2124
Si  14.812  1.2334  33.3985  0.0028  0.0125  0.2236
Si  -1.3727  -4.9127  25.6363  -0.0261  -0.0118  0.2514
Si  12.4765  1.621  19.7106  0.0003  0.0119  0.1935
Si  27.6149  24.2754  31.2386  -0.0049  0.0126  0.2528
Si  5.9598  11.193  24.7858  -0.0141  -0.043  0.3133
Si  20.0512  6.5894  33.3774  -0.0072  -0.007  0.2262
Si  17.8367  4.3111  33.4599  -0.0002  0.0088  0.2095
Si  12.7578  5.0453  30.6329  -0.0156  -0.008  0.1898
O  25.0043  -5.3588  26.8894  -0.0135  -0.012  -0.085
O  -1.5049  1.4666  35.0543  0.0047  -0.0098  -0.063
O  3.9297  3.2413  20.2591  0.0154  -0.0271  -0.091
O  16.2348  3.0937  29.83  -0.0022  0.0511  -0.1626
O  -2.3877  -3.07  34.1803  0.0322  -0.0407  -0.1119
O  11.4884  -16.0287  31.3412  0.0214  -0.0199  -0.0816
O  5.068  7.3878  26.391  0.017  0.0079  -0.0783
O  5.0966  0.6487  34.3464  -0.0456  0.031  -0.1163
O  19.6575  -6.7841  20.9938  -0.0061  0.064  -0.1592
O  4.0223  -4.0919  35.0789  -0.0053  0.0055  -0.048
O  7.4377  3.0756  34.3711  -0.0329  0.0394  -0.1056
O  14.0101  2.425  34.1352  0.0372  -0.0452  -0.1183
O  2.3069  8.6126  34.2713  -0.0008  0.0426  -0.1496
O  22.6608  3.4687  24.3894  0.0045  -0.0064  -0.0997
O  2.8648  10.9201  33.1112  -0.0095  -0.0257  -0.0778
O  -1.6569  9.876  20.218  0.0413  0.0403  -0.1299
O  11.1911  5.3631  15.0308  0.0094  -0.0103  -0.0577
O  10.5101  11.5916  15.6706  -0.0097  0.0294  -0.0969
O  2.0895  3.4875  15.8836  -0.0064  0.0085  -0.1311
O  4.9606  11.8828  25.8897  0.043  0.0004  -0.1725
O  6.5042  3.7407  32.0354  -0.0346  -0.0534  -0.1423
O  7.0596  11.8212  17.8333  -0.0028  -0.0035  -0.0721
O  1.994  16.7732  24.178  0.0149  -0.0593  -0.1143
N  7.1108  -2.9131  15.9385  -0.0195  0.0308  -0.087
O  7.4881  0.8266  24.9481  -0.0181  0.0095  -0.1145
N  13.1985  8.1488  15.5431  0.01  0.012  -0.1136
O  5.5146  1.1265  20.6862  -0.0725  0.0244  -0.1676
O  19.1926  3.3051  18.5481  -0.0095  -0.0562  -0.1231
N  5.8272  -3.6298  18.2133  -0.0039  -0.0212  -0.1237
O  14.105  19.8132  17.7844  -0.0368  0.0076  -0.0752
O  -5.1832  5.046  34.1727  0.0391  -0.0338  -0.108
O  8.152  5.3485  33.2798  0.0056  0.0026  -0.071
O  11.5806  20.518  17.2609  0.0157  -0.008  -0.0746
O  -3.5613  16.5309  19.5387  -0.009  0.024  -0.0768
O  -8.2665  10.9374  15.693  0.0153  -0.0043  -0.0563
O  22.2145  -2.7571  24.1527  -0.0401  0.0343  -0.0979
O  6.7647  5.1589  16.3924  0.015  -0.0439  -0.077
O  -1.0842  16.5102  19.0822  0.0397  0.037  -0.0993
O  6.3512  0.5894  28.0591  -0.0117  -0.0047  -0.0984
O  21.9636  12.6068  31.9353  0.0363  0.0385  -0.1019
O  -1.7498  -1.3444  16.4912  -0.0083  -0.007  -0.0638
N  5.3829  10.5949  15.9929  -0.0137  -0.0017  -0.1202
O  3.6638  -3.6398  19.4941  0.0141  0.032  -0.0749
O  15.5225  1.8579  32.0992  0.0452  0.0293  -0.1324
O  23.186  26.6956  29.0851  -0.0227  -0.0319  -0.1363
O  7.2842  -0.4495  21.8868  0.0278  -0.031  -0.1097
N  -1.1297  -14.9548  16.5512  -0.0122  0.0132  -0.1243
N  -1.2795  11.7066  18.0781  0.0011  -0.0018  -0.1512
O  13.3187  1.0775  30.6554  0.0167  -0.011  -0.0907
O  10.919  -22.5055  31.1323  0.0207  -0.0298  -0.0966
O  11.4009  0.4555  19.9264  -0.0068  -0.0004  -0.0795
O  9.4531  18.0176  31.8866  0.0411  -0.004  -0.1647
O  -11.8811  1.7966  25.3326  0.0146  0.0407  -0.1066
O  8.2009  -0.5044  29.5596  -0.0084  -0.0165  -0.1989
O  -3.6197  13.1149  22.2489  0.0205  0.0138  -0.1059
O  12.5986  13.2528  18.2554  0.0002  0.0529  -0.1301
O  -2.5138  7.917  18.427  0.0248  0.0105  -0.1307
O  26.4243  -9.4518  18.2206  0.0301  -0.0444  -0.1454
O  3.3765  3.7185  25.0934  -0.0404  0.0074  -0.1893
O  16.3293  11.5551  23.3124  0.0185  0.0328  -0.2181
O  9.153  -9.3387  20.6655  0.0366  -0.0589  -0.1505
O  5.365  -1.1034  18.6757  0.0011  0.0059  -0.0774
O  15.7192  14.4602  27.388  -0.0659  -0.0086  -0.123
O  14.5386  -9.9996  28.354  0.0608  0.0145  -0.1381
O  9.527  20.8737  24.7898  0.0146  -0.0595  -0.1148
O  23.7012  9.8286  29.2966  0.0264  0.0147  -0.0854
O  12.2576  -8.0382  20.7628  -0.0102  -0.0368  -0.1085
O  13.7795  -6.0301  18.0521  -0.009  -0.013  -0.0858
O  19.8632  -3.6335  24.7721  0.0009  0.0626  -0.1136
O  -1.152  2.7444  22.9557  -0.0679  -0.0261  -0.2233
O  16.2099  -16.1827  29.0322  0.0099  -0.0224  -0.0854
O  8.6619  5.9165  27.0135  0.0274  0.0438  -0.1768
O  -4.1021  -1.2822  35.0373  -0.0018  0.0016  -0.0538
O  6.9177  -9.5196  30.9148  0.0144  -0.0243  -0.0832
O  4.5994  -1.1807  27.271  0.0269  -0.0225  -0.094
O  3.2472  -4.9992  30.6957  0.0242  0.0158  -0.0822
O  -1.7582  -13.1156  22.5564  -0.0785  0.0324  -0.2267
O  28.8724  -1.8598  27.436  -0.0235  -0.0207  -0.1028
O  5.2019  7.6893  30.5172  -0.0196  -0.0526  -0.1046
O  22.1371  -6.3721  17.4879  0.0023  0.0041  -0.0665
O  21.0382  3.9545  27.8498  -0.0146  0.0017  -0.0962
O  24.175  7.7795  25.9982  -0.0704  -0.0037  -0.1188
O  13.0728  5.3556  20.4307  -0.0086  0.0751  -0.1463
O  10.844  10.7011  33.7898  -0.0103  0.0029  -0.1855
O  26.2181  -1.9705  32.6904  0.0467  -0.0033  -0.1203
O  12.9442  -2.166  31.6762  -0.0412  -0.0117  -0.1327
O  9.4248  -6.3807  24.9205  0.0146  -0.071  -0.1142
O  27.7671  20.4625  25.0779  0.0161  0.0563  -0.14
O  7.2642  8.0842  20.6819  -0.0472  -0.0719  -0.1524
O  19.6984  11.0852  32.1306  -0.0464  -0.0094  -0.0972
O  23.7691  -7.6221  27.2636  0.058  0.0067  -0.125
O  12.2134  4.1709  34.9581  0.0009  -0.0008  -0.0534
O  10.4817  16.9564  34.1771  -0.0463  0.0365  -0.1154
O  -7.397  -14.3379  28.5292  -0.0193  0.0081  -0.1645
N  8.357  13.486  15.9598  -0.014  0.0227  -0.1183
O  13.7262  -17.774  22.5868  0.0288  -0.0236  -0.2572
O  9.3616  -5.1228  29.598  -0.0496  -0.0669  -0.1581
O  11.0722  7.8644  29.9004  -0.002  -0.0118  -0.073
O  4.3496  10.1996  30.3549  -0.0274  0.0315  -0.1111
O  4.5812  6.6337  16.028  -0.0396  0.0067  -0.089
O  18.3166  4.1468  28.4678  0.0286  0.0123  -0.0763
O  8.8255  0.1405  27.0974  0.0426  0.0302  -0.1731
O  32.8435  -15.4787  26.003  0.0094  0.0138  -0.0977
N  1.2645  -3.8898  18.1497  -0.0189  0.0391  -0.0945
O  23.7928  3.5722  31.2942  -0.0057  0.0163  -0.08
O  2.9668  0.8574  20.0732  -0.003  -0.0049  -0.0711
O  17.5368  9.6794  31.5312  0.0079  0.0052  -0.0724
O  22.3795  2.4263  29.3886  -0.0166  0.049  -0.1428

Results
free energy: -152233.179 eV
free energy less fixed offsets of N -386.36, O -570.45, Si -639.56 eV per atom: -0.659 eV

The program warned: the cutoff lies below the one the program advises for these potential files; the forces do not sum to zero within the program's tolerance; empty levels may hold ghost states of the PAW files; the exchange-correlation potential is rough where the density is thin.
